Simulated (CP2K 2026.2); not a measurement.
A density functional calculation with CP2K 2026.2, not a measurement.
Periodic cell of 534 atoms, Si358O176, from a study of silicon, its oxide and their interface. The atomic structure is a simulated model.
Doubt: the forces sum to 2.11 eV/angstrom along one axis rather than to zero, so they err by at least 0.0040 eV/angstrom per atom on average; the grid cutoff is modest.

Settings: functional PBE; method Gaussian and plane waves; basis set DZVP-MOLOPT-SR-GTH; pseudopotentials GTH-PBE; grid cutoff 350 Ry, relative cutoff 50 Ry; k points Gamma only; occupations fixed; spin none; net charge 0.

Cell vectors (angstrom)
a	16.4025	0	0
b	0	16.4025	0
c	0	0	35.5356

Atoms and the computed forces on them: element, x, y, z (angstrom), force x, y, z (eV/angstrom)
Si	16.225	0.168	35.356	-0.029	-0.023	0.04
Si	2.302	3.169	35.513	-0.288	0.227	-0.032
Si	0.178	5.343	0.453	0.018	-0.214	-0.354
Si	2.654	8.262	0.517	-0.041	0.038	-0.354
Si	0.533	10.413	0.034	0.142	-0.123	0.066
Si	3.203	13.193	35.495	0.204	-0.239	0.008
Si	5.586	16.284	0.016	-0.072	-0.028	-0.079
Si	8.174	3.036	0.074	0.005	0	0.133
Si	4.778	6.15	0.083	-0.04	0.098	0.164
Si	7.443	8.758	0.382	-0.016	-0.019	-0.217
Si	5.31	11.004	0.496	0.183	-0.003	-0.487
Si	7.74	13.964	35.433	0.032	-0.1	-0.063
Si	11.048	16.287	35.195	-0.1	-0.024	0.248
Si	13.232	3.198	35.24	0.205	0.052	0.138
Si	11.032	5.466	0.287	0.02	0.436	0.088
Si	14.463	7.593	35.461	-0.111	0.094	-0.025
Si	10.761	10.184	35.32	-0.302	0.113	0.247
Si	13.119	13.84	35.204	0.131	0.011	-0.09
Si	1.244	1.416	1.251	0.078	0.092	-0.113
Si	3.907	4.272	1.348	0.081	0.084	-0.175
Si	1.369	6.803	1.788	0.147	0.073	-0.152
Si	3.995	9.64	1.816	-0.079	-0.063	-0.254
Si	1.465	12.212	1.299	0.022	-0.03	-0.278
Si	4.09	14.998	1.311	0.018	-0.084	-0.168
Si	6.769	1.516	1.298	0.172	-0.042	-0.124
Si	9.527	4.223	1.542	-0.01	-0.053	-0.173
Si	6.511	6.964	1.516	-0.105	0.004	-0.257
Si	9.376	9.579	1.561	-0.137	-0.227	-0.168
Si	6.803	12.445	1.507	-0.025	0.126	-0.196
Si	9.479	15.091	1.112	-0.051	0.07	-0.246
Si	12.253	1.415	1.075	-0.08	0.001	-0.269
Si	14.919	4.021	1.385	-0.14	0.014	-0.397
Si	12.474	6.928	1.371	0.309	-0.299	-0.119
Si	15.174	9.428	1.278	0.11	-0.046	-0.173
Si	12.095	12.088	0.969	-0.002	-0.068	-0.184
Si	14.848	15.012	1.03	-0.125	0.001	-0.038
Si	16.285	2.65	2.726	-0.069	-0.039	0.143
Si	2.646	0.007	2.588	0.047	-0.01	-0.023
Si	16.339	8.211	2.918	-0.085	0.008	0.249
Si	2.722	5.432	3.016	0.085	-0.073	0.048
Si	16.319	13.668	2.461	0.11	0.025	-0.103
Si	2.627	11.045	2.976	-0.074	0.066	0.226
Si	5.354	2.828	2.659	-0.089	0.088	-0.121
Si	8.189	0.081	2.626	-0.118	-0.028	-0.102
Si	5.367	8.261	3.052	0.052	-0.128	0.269
Si	8.053	5.562	2.762	-0.224	0.118	0.007
Si	5.422	13.773	2.828	0.021	0.089	0.228
Si	8.167	11.072	2.855	0.094	0.166	0.217
Si	10.92	2.712	2.665	0.249	0.056	0.127
Si	13.583	16.39	2.523	-0.061	0.057	-0.053
Si	10.918	8.209	2.736	0.04	-0.071	-0.003
Si	13.662	5.453	2.802	-0.174	0.038	0.033
Si	10.832	13.59	2.486	-0.073	0.024	-0.174
Si	13.615	10.899	2.462	0.085	-0.179	-0.097
Si	1.25	4.015	4.171	0.036	0.065	-0.077
Si	4.023	1.377	4.007	-0.024	0.04	0.023
Si	1.286	9.603	4.256	-0.059	0.077	-0.064
Si	4.045	6.833	4.35	0.088	-0.009	-0.014
Si	1.269	15.024	3.949	-0.032	0.033	-0.033
Si	4.081	12.398	4.224	-0.072	0.021	-0.068
Si	6.741	4.127	4.097	-0.014	0.023	0.053
Si	9.563	1.371	4.055	-0.055	-0.051	-0.056
Si	6.825	9.668	4.237	0.005	-0.119	-0.086
Si	9.519	6.858	4.1	0.124	-0.063	0.036
Si	6.845	15.145	4.097	-0.063	-0.02	-0.085
Si	9.582	12.41	4.123	-0.136	-0.08	-0.034
Si	12.253	4.066	4.105	0.109	0.016	-0.15
Si	14.919	1.277	4.048	0.124	0.024	-0.041
Si	12.304	9.615	4.018	-0.136	0.017	-0.003
Si	14.991	6.799	4.219	-0.062	0.083	-0.106
Si	12.213	14.996	3.896	0.091	0.012	-0.107
Si	14.971	12.295	3.89	-0.016	0.02	0.009
Si	16.372	16.391	10.933	0.025	-0.015	-0.012
Si	2.716	2.736	10.939	0.015	0.004	-0.001
Si	16.373	5.471	10.928	0.011	-0.008	0.006
Si	2.705	8.204	10.916	0.024	0.002	0.012
Si	16.367	10.929	10.942	-0.005	0.014	0.018
Si	2.709	13.658	10.935	0.03	-0.027	-0.01
Si	5.472	16.4	10.936	0.006	-0.014	-0.013
Si	8.227	2.747	10.933	0.006	-0.024	-0.001
Si	5.471	5.475	10.923	0.013	-0.01	0.007
Si	8.217	8.219	10.939	-0.054	-0.007	0.009
Si	5.467	10.948	10.924	0.004	-0.016	-0.001
Si	8.213	13.68	10.927	-0.015	0.004	-0.004
Si	10.943	0.002	10.936	0.004	-0.01	0.001
Si	13.657	2.734	10.918	0	-0.007	0
Si	10.952	5.48	10.934	-0.018	-0.021	0.004
Si	13.652	8.203	10.948	0.026	-0.023	0.015
Si	10.947	10.937	10.953	-0.015	-0.041	0.01
Si	13.646	13.658	10.951	0.008	0.004	-0.012
Si	1.336	1.368	12.284	-0.001	-0.001	-0.003
Si	4.101	4.115	12.283	0.019	0.043	0.002
Si	1.336	6.846	12.298	0.025	-0.036	0.006
Si	4.099	9.552	12.273	-0.016	0.005	-0.003
Si	1.348	12.277	12.301	0.027	-0.022	0.015
Si	4.114	15.003	12.281	-0.017	0.031	-0.01
Si	6.866	1.364	12.278	-0.041	0.003	0.003
Si	9.602	4.115	12.301	-0.019	0.029	0.01
Si	6.852	6.834	12.283	0.016	0.022	-0.005
Si	9.602	9.558	12.324	-0.008	0.026	0.007
Si	6.862	12.293	12.294	-0.021	0.02	-0.01
Si	9.593	15.026	12.305	-0.04	-0.022	0.002
Si	12.318	1.368	12.303	-0.019	0.017	-0.01
Si	15.014	4.107	12.301	0	-0.016	-0.002
Si	12.304	6.838	12.331	0.006	0.005	0.009
Si	15.023	9.552	12.326	-0.004	-0.01	0.003
Si	12.324	12.269	12.341	0.013	0.084	0.003
Si	15.02	15.019	12.304	0.023	0.002	-0.032
Si	16.381	2.741	13.666	0.016	0.001	0.018
Si	2.722	16.378	13.589	0.052	-0.043	-0.008
Si	16.391	8.203	13.708	-0.007	0.029	0.005
Si	2.721	5.479	13.644	0	0.022	0.011
Si	16.358	13.62	13.659	-0.069	0.116	-0.019
Si	2.73	10.897	13.648	0.044	0.003	-0.008
Si	5.515	2.761	13.609	0.032	-0.07	0.01
Si	8.238	0.01	13.661	0.001	0.014	0.028
Si	5.465	8.178	13.64	0.04	-0.032	-0.014
Si	8.257	5.509	13.653	-0.141	-0.014	-0.022
Si	5.497	13.649	13.664	0.053	-0.001	0.019
Si	8.239	10.932	13.672	-0.022	-0.005	-0.008
Si	10.981	2.759	13.67	0.012	-0.037	0.011
Si	13.694	0.01	13.673	0.028	-0.04	0.004
Si	10.959	8.201	13.73	-0.029	0.002	-0.007
Si	13.682	5.483	13.7	0.024	-0.015	-0.024
Si	10.963	13.656	13.68	-0.017	-0.044	-0.026
Si	13.669	10.88	13.735	0.074	-0.032	-0.003
Si	1.354	4.118	15.009	-0.011	0.004	-0.011
Si	4.128	1.351	14.881	-0.028	0.03	-0.04
Si	1.39	9.55	15.073	-0.013	0.022	0.072
Si	4.085	6.832	15.028	0.009	-0.036	0.047
Si	1.334	15.023	14.941	0.032	-0.017	-0.031
Si	4.122	12.244	14.99	-0.079	-0.06	-0.022
Si	6.905	4.12	14.977	0.179	0.132	-0.046
Si	9.618	1.388	15.018	-0.064	-0.014	0.033
Si	6.875	9.514	14.979	-0.001	-0.003	-0.003
Si	9.596	6.838	15.099	0.03	-0.001	0.032
Si	6.889	15.023	15.027	-0.082	-0.067	-0.036
Si	9.631	12.269	15.063	-0.008	0.131	0.059
Si	12.34	4.114	15.075	-0.028	-0.01	0.066
Si	15.038	1.381	15.073	-0.008	-0.002	0
Si	12.321	9.524	15.159	-0.018	-0.01	0.067
Si	15.024	6.852	15.098	-0.012	-0.004	0.064
Si	12.344	15.03	15.021	0.009	0.057	-0.009
Si	15.058	12.229	15.089	0.047	-0.028	0.01
Si	0.038	16.377	16.369	0.004	0.029	0.04
Si	2.761	2.674	16.233	-0.053	-0.025	0.07
Si	0.037	5.51	16.422	0.059	-0.122	-0.007
Si	2.744	8.185	16.467	-0.007	-0.051	-0.005
Si	0.077	10.911	16.508	-0.131	-0.079	0.213
Si	2.66	13.603	16.244	0.096	0.035	0.137
Si	5.464	0.027	16.275	0.003	-0.031	0.16
Si	8.324	2.827	16.37	-0.26	-0.029	0.074
Si	5.487	5.426	16.315	0.02	0.032	0.069
Si	8.204	8.208	16.445	-0.086	0.048	0.103
Si	5.493	10.828	16.319	0.038	0.086	0.055
Si	8.302	13.684	16.408	0.206	-0.228	0.07
Si	11.025	0.049	16.365	0.004	-0.143	0.152
Si	13.71	2.78	16.483	-0.01	0.015	0.078
Si	10.992	5.478	16.468	-0.009	0.009	0.066
Si	13.671	8.15	16.584	0.115	0.02	0.208
Si	10.935	10.889	16.527	-0.025	-0.039	-0.046
Si	13.623	13.578	16.382	0.001	0.076	-0.01
Si	1.466	1.366	17.692	0.169	-0.047	0.033
Si	4.148	3.957	17.594	0.186	-0.09	0.037
Si	1.421	6.777	17.864	-0.236	0.133	0.182
Si	4.188	9.511	17.801	0.054	-0.007	0.032
Si	1.508	12.312	17.866	0.124	0.127	0.041
Si	3.989	15.022	17.505	-0.326	-0.024	-0.132
Si	6.855	1.452	17.577	0.326	0.233	-0.138
Si	9.716	4.118	17.898	-0.009	-0.19	0.16
Si	6.787	6.802	17.728	0.006	-0.101	-0.008
Si	9.535	9.542	17.93	-0.127	-0.006	0.041
Si	6.908	12.18	17.61	0.161	-0.152	-0.25
Si	9.75	15.07	17.781	-0.009	0.082	-0.161
Si	12.323	1.405	17.843	-0.177	0.086	0.023
Si	15.123	4.171	17.835	-0.103	0.101	-0.085
Si	12.281	6.739	18.013	0.067	-0.057	0.005
Si	15.112	9.535	17.932	0.139	-0.025	-0.158
Si	12.283	12.287	17.886	0.044	0.064	0.134
Si	15.082	14.898	17.625	0.027	-0.119	-0.127
Si	0.158	2.777	19.06	0.278	0.078	0.17
Si	2.726	16.279	19.061	-0.111	0.029	0.304
Si	0.147	8.188	19.379	0.021	-0.054	0.183
Si	2.867	5.257	18.981	-0.205	0.01	0.048
Si	16.377	13.669	19.155	0.083	-0.108	0.202
Si	3.145	11.051	19.224	0.11	0.218	0.307
Si	5.464	2.645	19.058	-0.031	-0.074	0.435
Si	8.435	0.3	18.836	-0.186	0.286	0.178
Si	5.408	8.031	19.213	-0.01	-0.178	0.177
Si	8.126	5.422	19.077	0.048	0.263	0.302
Si	5.559	13.744	18.582	-0.041	-0.106	0.146
Si	8.091	10.939	19.284	-0.039	0.014	0.155
Si	11.109	2.778	19.486	0.022	-0.175	0.174
Si	13.803	16.312	18.902	-0.036	-0.048	-0.003
Si	10.798	8.085	19.375	-0.094	0.001	0.34
Si	13.797	5.393	19.42	0.179	0.131	0.084
Si	10.991	13.688	19.349	-0.068	0.013	0.077
Si	13.687	10.95	19.254	0.159	-0.048	0.146
Si	1.564	4.074	20.527	-0.15	-0.068	-0.175
Si	4.501	0.821	20.294	0.241	-0.311	-0.034
Si	1.575	9.865	20.494	-0.109	-0.278	-0.05
Si	4.291	6.265	20.494	-0.088	0.256	-0.015
Si	0.955	15.352	20.489	-0.259	0.219	-0.209
Si	4.763	12.66	20.463	-0.081	0.273	-0.443
Si	6.767	4.074	20.439	-0.195	-0.049	-0.325
Si	9.202	1.788	20.567	-0.021	-0.005	-0.489
Si	6.923	9.164	20.592	0.117	0.107	-0.059
Si	9.074	6.829	20.725	0.02	-0.208	-0.393
Si	6.801	15.339	19.625	0.282	0.34	0.445
Si	8.888	12.968	20.395	-0.231	0.161	0.111
Si	13.184	3.514	20.864	0.198	0.177	-0.193
Si	15.267	1.199	20.116	0.196	-0.072	0.303
Si	12.353	9.469	20.508	-0.148	0.04	-0.11
Si	14.706	7.229	20.759	0.232	-0.255	-0.245
Si	12.499	15.216	20.485	-0.065	-0.032	0.145
Si	15.453	11.955	20.578	-0.047	0.25	0.113
Si	14.891	1.05	24.983	0.186	0.014	0.17
Si	1.512	1.743	25.301	-0.226	-0.004	0.23
Si	3.208	2.208	22.675	-0.253	-0.023	-0.015
Si	3.567	11.71	24.231	0.157	0.235	0.501
Si	15.812	11.666	23.676	-0.023	0.063	0.09
Si	2.806	13.887	22.255	-0.028	0.046	0.296
Si	6.572	15.469	24.717	-0.124	-0.104	0.143
Si	8.816	14.282	26.43	-0.144	0.011	0.103
Si	5.739	9.423	23.471	0.047	-0.082	0.311
Si	8.449	5.017	23.256	0.033	0.16	0.212
Si	3.417	10.813	28.411	-0.007	-0.035	-0.077
Si	8.258	10.702	24.248	0.133	0.096	0.144
Si	13.045	15.625	23.488	0.221	-0.123	0.34
Si	14.391	3.776	23.738	0.035	-0.175	0.297
Si	12.674	5.526	25.374	0.101	0.018	0.141
Si	14.398	7.417	23.781	-0.001	0.04	0.24
Si	11.046	10.857	23.179	0.107	-0.136	0.351
Si	10.797	13.931	23.923	0.037	0.096	0.364
Si	5.767	3.939	23.66	-0.197	-0.032	0.353
Si	1.812	6.277	22.456	0.347	-0.332	-0.175
Si	1.447	9.135	23.37	-0.137	0.104	0.292
Si	5.155	7.152	27.343	-0.079	0.017	-0.082
Si	3.946	1.832	27.236	-0.153	-0.057	0.127
Si	3.672	16.376	29.684	-0.002	0.014	-0.303
Si	11.293	15.001	27.772	-0.05	0.007	-0.07
Si	6.562	1.779	25.571	0.006	-0.256	0.109
Si	6.17	6.629	24.533	-0.098	0.038	-0.019
Si	3.867	14.368	24.847	0.108	-0.003	0.366
Si	7.115	13.048	22.739	-0.027	0.058	0.166
Si	12.334	1.608	26.873	0.082	0.052	0.038
Si	16.273	7.032	26.401	0.001	-0.091	0.187
Si	13.528	10.045	24.67	0.025	-0.005	0.141
Si	13.886	10.294	27.51	-0.03	-0.056	0.158
Si	11.335	11.978	28.045	0.047	-0.005	-0.093
Si	0.752	4.73	24.732	-0.005	-0.128	0.272
Si	15.06	0.703	30.257	0.085	0.046	-0.089
Si	3.541	13.486	29.358	0.013	0.135	-0.158
Si	13.344	8.506	29.942	0.026	0.037	-0.051
Si	2.522	8.598	26.317	-0.084	-0.071	0.277
Si	13.459	12.555	32.24	-0.151	-0.068	-0.302
Si	5.768	14.694	30.808	0.074	-0.056	-0.169
Si	5.927	3.094	31.282	0.193	-0.077	-0.341
Si	8.746	1.967	30.404	-0.021	-0.002	-0.182
Si	8.155	3.114	27.645	-0.144	-0.2	0.107
Si	1.343	12.977	25.659	0.071	0.1	0.158
Si	8.401	15.758	31.117	0.041	-0.113	-0.303
Si	10.233	3.772	25.513	0.162	0.001	0.223
Si	9.323	1.326	33.09	-0.038	0.032	-0.153
Si	11.401	10.851	30.787	0.04	-0.071	-0.215
Si	13.899	6.141	28.141	0.035	0.013	0.087
Si	10.714	0.101	22.328	-0.255	0.085	0.196
Si	15.775	12.664	28.161	-0.029	0.026	-0.148
Si	13.789	7.173	32.526	0.099	-0.118	-0.248
Si	6.283	4.387	33.903	0.079	0.218	-0.224
Si	16.276	11.78	32.779	0.155	-0.131	-0.187
Si	6.332	9.805	28.643	0.046	0.118	-0.007
Si	1.337	0.281	31.291	-0.194	0.178	-0.224
Si	1.35	14.479	33.377	0.147	0.14	-0.087
Si	5.272	4.26	28.493	0.007	-0.211	-0.162
Si	4.468	2.039	33.684	0.005	-0.053	-0.062
Si	8.82	9.141	33.449	-0.177	0.034	-0.237
Si	11.049	7.555	33.68	0.001	0.047	-0.243
Si	8.174	10.571	31.115	0.063	-0.038	0.007
Si	8.504	11.4	27.09	-0.026	0.111	0.055
Si	14.071	3.993	32.256	0.135	0.235	-0.166
Si	7.772	13.389	32.402	0.009	-0.03	-0.205
Si	1.481	11.686	30.334	-0.006	0.012	-0.132
Si	13.698	3.182	29.285	0.127	-0.005	-0.048
Si	15.745	1.781	32.812	0.083	-0.047	-0.34
Si	13.537	14.478	29.667	0.149	-0.051	-0.121
O	0.736	15.565	34.422	0.184	-0.098	0.022
O	15.482	1.342	34.372	-0.186	0.028	0.427
O	1.197	4.37	35.027	-0.035	-0.334	0.337
O	2.965	2.523	34.12	0.156	0.009	-0.074
O	15.663	6.456	35.158	-0.499	0.189	0.279
O	14.283	5.618	32.336	-0.152	0.112	0.037
O	3.67	7.313	35.124	0.243	-0.171	0.276
O	1.671	9.247	35.11	-0.162	0.098	0.283
O	14.815	11.664	32.07	0.013	-0.083	-0.019
O	16.266	10.968	34.174	-0.175	-0.101	0.103
O	2.663	13.771	34.036	-0.207	-0.225	-0.165
O	1.758	15.288	32.013	0.156	-0.221	0.014
O	6.656	15.146	34.981	0.184	-0.153	0.469
O	4.786	0.53	34.227	-0.031	-0.135	-0.163
O	7.591	4.423	34.872	-0.087	0.079	0.02
O	5.405	5.731	34.141	-0.116	-0.302	-0.288
O	4.962	5.834	28.274	-0.162	-0.067	-0.119
O	7.373	9.898	29.883	-0.11	0.052	-0.044
O	9.921	8.199	32.707	-0.163	-0.008	-0.234
O	8.1	8.159	34.527	0.236	0.084	0.014
O	6.355	9.905	35.278	-0.028	-0.079	0.408
O	4.318	11.979	35.053	-0.092	0.156	0.622
O	7.669	12.064	31.472	0.119	0.006	-0.188
O	8.098	13.191	33.983	0.169	-0.076	0.287
O	8.736	2.132	34.357	-0.279	0.036	0.244
O	10.621	0.528	33.696	-0.031	-0.227	0.138
O	15.589	3.353	32.389	0.062	-0.04	0.233
O	13.348	3.297	33.554	-0.193	-0.219	0.702
O	10.459	6.261	34.484	-0.15	-0.121	0.034
O	11.94	4.2	35.352	0.324	-0.314	0.052
O	14.25	7.983	33.858	0.075	0.079	0.249
O	12.172	7.054	32.626	-0.227	0.098	0.115
O	9.613	10.451	34.118	0.106	-0.141	-0.02
O	11.511	8.748	34.773	0.24	0.262	-0.025
O	13.512	13.186	33.733	-0.034	-0.071	0.47
O	12.09	15.069	34.766	0.126	-0.188	0.157
O	2.351	1.532	23.904	0.285	0.061	-0.358
O	0.949	5.424	21.331	-0.263	-0.186	-0.155
O	5.784	16.185	20.667	-0.172	-0.024	-0.436
O	3.817	1.009	21.785	0.213	0.093	-0.145
O	2.235	9.66	22.033	-0.177	-0.008	-0.486
O	0.245	10.83	20.596	0.227	0.267	0.208
O	5.2	5.359	24.181	0.073	0.152	-0.313
O	5.479	5.216	20.954	0.305	-0.466	0.136
O	1.361	14.544	21.892	0.151	-0.207	-0.035
O	16.288	0.169	21.003	0.175	-0.031	-0.63
O	2.84	12.349	22.883	-0.278	-0.008	-0.249
O	3.603	13.79	20.847	-0.181	-0.007	0.284
O	7.072	4.212	22.613	0.103	-0.219	-0.388
O	7.984	2.859	20.735	-0.192	0.279	-0.023
O	9.519	1.182	22.112	-0.052	0.127	0.116
O	11.982	0.499	23.316	-0.205	0.171	-0.16
O	6.042	9.728	21.897	0.237	0.161	-0.28
O	8.005	8.022	21.202	0.139	0.334	0.118
O	9.34	3.898	24.093	-0.277	0.12	-0.334
O	9.281	5.744	22.039	0.295	0.034	-0.23
O	5.85	12.631	21.756	-0.279	-0.052	-0.094
O	7.879	14.302	20.333	0.254	-0.741	0.233
O	11.055	12.489	23.231	-0.083	0.094	-0.275
O	5.411	7.848	23.739	-0.31	-0.017	-0.307
O	13.568	4.192	25.095	0.195	-0.161	-0.076
O	13.446	4.08	22.436	-0.379	0.163	-0.182
O	14.79	2.207	23.848	-0.12	0.161	-0.412
O	14.209	2.182	20.953	-0.556	0.269	0.124
O	13.462	8.317	20.907	0.265	-0.184	-0.178
O	7.317	12.021	23.996	0.041	0.193	-0.154
O	1.014	7.624	22.91	-0.059	-0.186	0.121
O	14.93	6.825	22.36	0.242	0.071	-0.007
O	13.281	14.989	21.978	-0.104	-0.147	-0.566
O	11.322	16.364	20.811	0.079	-0.049	-0.068
O	15.344	12.245	22.217	-0.025	-0.048	-0.393
O	2.326	11.665	25.343	-0.056	-0.132	-0.279
O	1.131	3.302	25.363	-0.098	0.28	-0.032
O	0.085	0.901	25.419	-0.053	0.011	-0.133
O	15.479	7.386	25.019	-0.173	0	-0.19
O	1.946	5.327	23.791	0.239	-0.031	0.006
O	2.263	3.132	21.707	-0.107	0.158	-0.16
O	4.516	3.074	23.148	0.225	0.053	0.112
O	3.036	9.913	27.131	0.101	0.061	-0.261
O	2.371	8.915	24.714	0.163	-0.099	-0.382
O	3.695	7.508	26.672	-0.228	0.074	-0.306
O	0.506	13.163	27.064	0.145	-0.077	0.184
O	4.308	0.899	28.522	0.031	-0.006	0.066
O	6.803	0.658	24.401	0.141	0.144	0.068
O	6.842	14.533	23.408	-0.078	-0.19	-0.346
O	0.215	12.859	24.467	0.016	0.039	-0.202
O	9.665	15.097	27.575	0.044	0.234	-0.07
O	11.115	5.125	25.352	-0.17	0.082	-0.305
O	4.508	10.4	23.976	0.138	0.137	0.022
O	6.571	3.246	24.892	0.142	0.243	-0.336
O	9.488	10.339	23.229	-0.137	-0.113	-0.273
O	7.72	6.215	24.133	0.07	0.047	0.102
O	5.105	13.529	29.864	0.135	-0.15	-0.076
O	2.395	14.269	25.601	-0.063	-0.015	-0.321
O	8.567	12.768	22.015	0.144	-0.287	0.106
O	5.067	15.308	25.391	-0.193	-0.176	0.129
O	7.137	9.531	24.326	0.005	-0.054	-0.005
O	11.543	13.407	27.249	-0.123	0.052	0.315
O	13.834	1.436	26.186	0.034	0.225	0.268
O	15.801	4.609	23.819	-0.057	0.222	-0.518
O	13.031	6.633	24.241	-0.013	0.138	-0.083
O	14.413	11.401	24.483	-0.022	0.033	0.055
O	13.994	8.97	23.546	0.335	0.029	-0.175
O	11.714	10.289	21.808	-0.063	-0.049	-0.262
O	11.937	10.339	24.459	-0.025	-0.019	-0.217
O	14.407	16.053	24.272	0.03	-0.04	-0.422
O	12.264	14.503	24.404	0.074	0.113	0.149
O	14.711	0.939	31.846	-0.202	-0.018	0.143
O	9.802	10.606	30.955	0.121	-0.09	0.01
O	1.031	8.116	26.804	-0.04	0.125	0.284
O	4.123	3.397	27.69	-0.127	0.293	0.164
O	0.25	10.233	23.646	0.238	-0.029	-0.222
O	14.151	9.42	28.856	0.276	-0.097	0.115
O	4.56	12.873	24.818	-0.143	-0.029	-0.245
O	5.882	8.293	28.255	0.247	-0.157	-0.007
O	2.566	12.905	30.543	-0.096	-0.084	0.371
O	3.089	15.009	28.964	-0.226	0.127	0.017
O	0.867	1.36	32.411	-0.018	0.149	0.378
O	3.38	12.443	28.093	0.123	0.02	-0.057
O	9.214	0.391	30.135	0.039	0.046	-0.044
O	5.491	3.057	34.461	-0.176	0.195	0.19
O	7.688	1.789	26.771	0.022	0.049	-0.276
O	5.184	3.883	30.073	0.009	-0.073	0.243
O	9.027	10.858	25.661	0.309	-0.168	-0.076
O	9.837	11.312	28.023	-0.03	-0.065	0.017
O	3.549	14.863	23.327	0.013	0.032	-0.267
O	6.199	6.877	26.13	0.281	0.012	-0.093
O	7.616	15.22	25.928	-0.134	-0.132	0.226
O	11.848	0.031	27.128	0.098	-0.083	-0.17
O	12.173	11.527	32.077	-0.024	0.108	0.112
O	11.207	2.456	25.93	-0.192	0.164	0.081
O	15.31	6.854	27.709	-0.128	-0.182	0.121
O	3.285	6.625	21.807	0.241	0.097	-0.063
O	13.079	7.045	29.238	-0.166	-0.126	-0.111
O	13.884	9.402	26.144	0.052	-0.074	-0.262
O	12.028	9.378	30.385	0.122	0.238	0.048
O	2.276	10.493	29.544	0.062	0.014	0.114
O	14.543	13.677	28.606	-0.324	-0.124	0.022
O	10.189	15.037	22.859	-0.345	0.026	-0.443
O	2.478	1.455	26.6	0.056	-0.104	-0.118
O	0.596	5.616	26.086	0.059	0.058	0.09
O	14.933	2.096	29.401	0.17	0.034	0.042
O	14.072	16.003	29.669	0.097	-0.059	-0.022
O	2.564	0.882	30.43	0	-0.099	0.218
O	5.064	1.52	26.121	-0.117	0.192	-0.237
O	0.987	11.129	31.772	-0.038	-0.06	0.217
O	15.087	11.377	27.448	0.205	-0.188	-0.049
O	14.226	8.134	31.271	0.082	-0.186	0.134
O	6.278	14.094	32.242	-0.048	0.044	0.198
O	13.497	13.748	31.117	-0.006	0.074	-0.06
O	0.159	0.078	30.175	0.115	0.013	0.257
O	4.689	15.91	30.875	0.041	-0.119	0.24
O	0.22	13.358	33.035	-0.051	0.054	0.125
O	6.588	4.186	32.313	-0.079	0.069	0.438
O	4.8	2.207	32.083	-0.39	0.095	0.132
O	7.13	2.15	30.684	-0.231	-0.067	-0.136
O	8.95	14.314	31.668	-0.003	0.054	0.04
O	6.797	3.947	27.981	0.13	-0.088	0.036
O	12.936	6.11	26.85	-0.234	0.077	-0.166
O	9.174	3.985	26.733	-0.092	0.308	-0.041
O	7.105	15.387	30.173	0.012	-0.035	0.233
O	4.924	10.555	28.97	0.064	0.095	0.039
O	7.179	10.534	27.454	-0.062	-0.244	-0.165
O	7.74	9.64	32.372	0.125	0.033	0.11
O	12.567	2.475	28.287	-0.247	0.045	-0.162
O	9.013	2.763	29.006	0.129	-0.055	0.076
O	8.219	0.227	32.524	-0.236	0.296	0.079
O	9.575	2.349	31.793	-0.055	-0.052	0.208
O	0.186	12.242	29.503	-0.132	-0.216	0.167
O	11.67	11.994	29.641	0.216	0.12	0.206
O	13.292	3.549	30.855	-0.011	0.054	0.202
O	14.181	4.61	28.644	0.074	-0.003	-0.159
O	9.754	13.845	25.166	-0.048	-0.208	-0.487
O	8.086	12.971	27.058	0.058	0.013	0.119
O	12.412	10.954	27.418	-0.225	-0.091	0.004
O	11.976	14.808	29.24	-0.208	-0.252	-0.053
Si	16.338	16.356	5.402	-0.041	-0.012	-0.047
Si	2.679	2.679	5.479	-0.033	-0.08	-0.035
Si	16.36	5.429	5.542	-0.005	0.028	0.02
Si	2.659	8.238	5.598	-0.003	-0.068	0.087
Si	16.279	11.015	5.463	0.029	-0.103	-0.029
Si	2.637	13.758	5.461	0.079	-0.036	0.002
Si	5.424	0.067	5.438	0.053	0.014	-0.062
Si	8.169	2.745	5.422	-0.01	0.013	-0.055
Si	5.454	5.441	5.584	0.005	0.052	0.046
Si	8.206	8.238	5.512	0.052	0.122	0.015
Si	5.434	11.005	5.564	-0.008	0.032	0.063
Si	8.187	13.748	5.471	0.004	0.05	-0.021
Si	10.92	16.363	5.384	-0.082	0.01	-0.083
Si	13.627	2.692	5.446	-0.039	0.025	-0.024
Si	10.883	5.459	5.451	-0.077	-0.095	0.013
Si	13.604	8.236	5.467	0.018	-0.093	-0.004
Si	10.945	10.977	5.428	0.073	0.033	-0.024
Si	13.617	13.665	5.315	0.007	0.007	-0.096
Si	1.303	1.309	6.819	0.059	0.04	-0.02
Si	4.052	4.051	6.872	0.007	0.051	-0.023
Si	1.309	6.818	6.899	0.01	0.025	0.047
Si	4.068	9.609	6.901	0.023	-0.025	0.02
Si	1.293	12.352	6.822	-0.008	0.038	-0.016
Si	4.06	15.088	6.816	-0.055	0.033	-0.014
Si	6.815	1.392	6.822	-0.067	0.021	-0.026
Si	9.533	4.09	6.824	0.023	0.058	-0.027
Si	6.842	6.851	6.88	-0.01	-0.073	-0.013
Si	9.592	9.615	6.837	-0.041	-0.075	-0.039
Si	6.843	12.37	6.862	-0.037	-0.033	0.014
Si	9.572	15.066	6.827	-0.045	-0.006	0.056
Si	12.263	1.324	6.79	0.072	0.011	0.052
Si	14.978	4.052	6.849	0.03	0.021	0.025
Si	12.252	6.839	6.82	-0.033	0.072	-0.032
Si	14.969	9.6	6.834	-0.024	0.042	0.015
Si	12.306	12.334	6.788	-0.05	-0.045	-0.01
Si	14.972	14.999	6.763	0.062	0.014	-0.004
Si	16.367	2.699	8.198	0.002	0.015	-0.004
Si	2.696	0.004	8.215	0.022	-0.016	0.006
Si	16.339	8.222	8.207	0.024	-0.035	0.006
Si	2.703	5.449	8.226	0.015	0.012	0.006
Si	16.338	13.689	8.198	0.022	-0.055	0.004
Si	2.673	10.983	8.207	0.025	-0.044	-0.008
Si	5.454	2.721	8.226	0.016	0.002	0.003
Si	8.197	0.024	8.188	0.002	-0.007	-0.007
Si	5.459	8.222	8.227	-0.01	0.013	0.004
Si	8.207	5.468	8.22	0.003	0.022	0.021
Si	5.438	13.717	8.196	0.016	-0.018	-0.013
Si	8.214	10.973	8.203	-0.018	0.002	0.002
Si	10.92	2.716	8.169	-0.057	-0.03	-0.004
Si	13.639	16.375	8.165	-0.028	0.012	-0.009
Si	10.925	8.22	8.205	0	-0.018	0.025
Si	13.628	5.466	8.184	0.013	-0.029	-0.008
Si	10.936	13.68	8.179	0.003	0.034	-0.002
Si	13.629	10.966	8.202	0.023	-0.042	0.017
Si	1.329	4.08	9.572	0.035	0.02	0.008
Si	4.081	1.357	9.584	-0.008	0.01	-0.004
Si	1.325	9.581	9.562	0.011	-0.006	0.006
Si	4.086	6.832	9.567	0.015	-0.026	0.011
Si	1.333	15.027	9.57	0.022	0.041	-0.012
Si	4.083	12.321	9.56	-0.03	0.013	0
Si	6.836	4.098	9.573	-0.059	0.031	-0.007
Si	9.573	1.369	9.565	-0.019	0.041	0.002
Si	6.85	9.591	9.568	0.012	-0.008	0.004
Si	9.575	6.844	9.575	-0.019	-0.001	0.014
Si	6.838	15.053	9.559	-0.034	0.016	-0.012
Si	9.592	12.315	9.574	-0.009	-0.012	0.004
Si	12.28	4.092	9.549	0.009	0.032	-0.009
Si	15	1.337	9.554	0.036	0.004	-0.005
Si	12.295	9.576	9.575	-0.015	0.022	0.004
Si	14.992	6.832	9.564	-0.024	0.024	0.009
Si	12.294	15.026	9.567	-0.013	-0.025	-0.01
Si	15.006	12.305	9.577	0.028	0.011	-0.005

Results
total energy: -115449.232 eV
total energy less fixed offsets of O -438.35, Si -107.03 eV per atom: 17.108 eV
